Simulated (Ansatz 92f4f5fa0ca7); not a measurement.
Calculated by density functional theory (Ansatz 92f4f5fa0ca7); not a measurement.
Periodic cell of 224 atoms, Si132O88As1H3, from a study of silicon, its oxide and their interface. The atomic structure is a simulated model.

Settings
functional: PBE
potential files: Ansatz PAW
basis: plane waves
wave-function cutoff: 700 eV
density cutoff ratio: 5
exchange-correlation grid ratio: 1
k mesh: 2 x 2 x 1, shifted by 0.5 0.5 0.5 of a step
self-consistency stop: 5e-08 eV per atom in the density residual
occupations: fixed
spin: none
net charge: 0

Cell vectors (angstrom)
a 10.938 0 0
b 0 10.938 0
c 0 0 31.948

Atoms: element, x, y, z (angstrom)
Si 0.2998 10.5456 24.3988
Si 5.228 0.146 24.5303
Si 2.978 2.345 24.529
Si 7.9389 2.926 24.5027
Si 10.6307 5.4236 24.4475
Si 5.7713 5.2061 24.4402
Si 2.5936 8.3581 24.539
Si 8.5287 7.7791 24.423
Si 1.364 1.2285 25.8067
Si 6.8229 1.3172 25.8026
Si 4.1434 4.0275 25.7264
Si 9.4818 4.025 25.9099
Si 1.3669 6.677 25.67
Si 6.9042 6.7534 25.8093
Si 4.0924 9.5355 25.9015
Si 9.6135 9.4427 25.7129
Si 2.7229 -0.0511 27.259
Si 8.2437 -0.0795 27.0873
Si 0.0074 2.6517 27.1429
Si 5.4731 2.6925 27.1885
Si 2.7586 5.3935 27.0875
Si 8.1908 5.4283 27.2754
Si 0.0434 8.0997 27.1173
Si 5.5168 8.1454 27.1503
Si 4.0956 1.3533 28.5661
Si 9.5753 1.3007 28.5061
Si 1.376 4.0596 28.4904
Si 6.8159 4.0559 28.5849
Si 4.1067 6.7867 28.4901
Si 9.598 6.8147 28.5519
Si 1.3573 9.4864 28.5474
Si 6.8644 9.5412 28.5071
Si 0.0093 -0.0356 29.8937
Si 5.4886 -0.018 29.8899
Si 2.7334 2.734 29.9039
Si 8.223 2.6972 29.8966
Si 0.026 5.4428 29.8901
Si 5.4615 5.4569 29.9066
Si 2.7578 8.1657 29.8939
Si 8.2232 8.193 29.8987
Si 1.3673 1.3673 31.2643
Si 6.8362 1.3673 31.2643
Si 4.1018 4.1018 31.2643
Si 9.5708 4.1018 31.2643
Si 1.3673 6.8362 31.2643
Si 6.8362 6.8362 31.2643
Si 4.1018 9.5708 31.2643
Si 9.5708 9.5708 31.2643
Si 2.7345 0 0.6835
Si 8.2035 0 0.6835
Si 0 2.7345 0.6835
Si 5.469 2.7345 0.6835
Si 2.7345 5.469 0.6835
Si 8.2035 5.469 0.6835
Si 0 8.2035 0.6835
Si 5.469 8.2035 0.6835
Si 4.1033 1.3859 2.0634
Si 9.5369 1.4104 2.0358
Si 1.3457 4.1307 2.0575
Si 6.8138 4.1134 2.0524
Si 4.0996 6.861 2.0556
Si 9.5638 6.857 2.0566
Si 1.3788 9.5612 2.0311
Si 6.8126 9.6003 2.0638
Si -0.0069 0.025 3.3073
Si 5.4673 0.0481 3.478
Si 2.7462 2.7938 3.401
Si 8.1608 2.7647 3.4454
Si -0.0123 5.513 3.4534
Si 5.478 5.5147 3.4161
Si 2.7673 8.2544 3.4438
Si 8.1946 8.2439 3.4071
Si 1.3748 1.3479 4.6524
Si 6.7963 1.4461 4.8883
Si 4.0537 4.2306 4.7908
Si 9.5099 4.1505 4.8023
Si 1.3639 6.9303 4.7986
Si 6.8691 6.8571 4.7943
Si 4.1245 9.6161 4.8691
Si 9.5304 9.7066 4.7023
Si 2.7238 0.1112 6.1579
Si 8.2097 0.0622 6.2179
Si -0.0338 2.6737 5.9626
Si 5.4342 2.9277 6.1927
Si 2.7017 5.6116 6.2322
Si 8.2172 5.5404 6.2583
Si -0.0045 8.3987 6.0354
Si 5.5373 8.2214 6.1942
Si 3.7417 1.833 7.4412
Si 9.8232 1.236 7.5072
Si 1.4114 3.9163 7.252
As 6.6808 4.3353 7.7934
Si 4.3401 6.7387 7.591
Si 9.5195 7.2124 7.4447
Si 1.1103 9.9247 7.4717
Si 7.1797 9.3133 7.5137
O 9.6204 6.6195 23.8969
O 4.1122 1.255 24.0062
O 8.3421 8.2231 8.0438
O 2.5686 2.9167 7.8757
O 6.8538 4.0617 23.9345
O 1.4614 9.4361 24.0131
O 5.3919 5.6062 8.1766
O -0.0094 0.0957 7.9959
H 6.5645 9.8875 8.7447
O 10.643 6.8367 8.6293
O 1.713 9.2454 8.8468
O 4.2477 1.3098 8.9001
O 0.3358 4.2835 8.4542
O 9.2407 1.9938 8.874
O 3.7411 7.5356 8.9217
H 7.9414 8.3487 23.1786
H 8.6009 2.3297 23.3045
O 5.2594 5.9728 23.0696
O 2.2377 2.8448 23.1539
O 10.6847 0.1179 22.9238
O 0.0422 4.3873 23.1937
O 3.4408 7.9139 23.2058
O 5.9089 10.39 23.1968
Si 9.5672 9.3195 14.9794
Si 2.4447 4.967 11.5982
Si 0.847 0.7022 14.6908
Si 10.046 9.9364 18.8595
Si 6.8198 0.3974 11.6579
Si 9.5656 7.1921 12.7056
Si 2.0435 9.2085 17.9478
Si 2.9638 8.7128 9.7493
Si 4.1773 2.5041 16.8503
Si 4.5078 7.1587 22.2409
Si 10.8719 5.3497 16.7569
Si 2.6163 6.3749 17.8761
Si 0.9711 2.5613 17.256
Si 5.7365 6.606 16.9689
Si 8.5927 4.7278 11.4756
Si 10.9954 5.4953 9.5034
Si 3.0994 0.1161 20.1986
Si 1.6337 7.5766 12.4584
Si 5.7202 9.8904 21.6536
Si 1.3595 1.8984 11.7588
Si 0.2602 0.5568 21.4307
Si 2.6925 9.4488 14.817
Si 8.9398 3.3116 15.5528
Si 1.0267 3.464 22.2634
Si 9.35 1.8641 10.5136
Si 5.5792 8.784 14.9944
Si 6.8033 8.3049 12.2831
Si 3.0427 5.0691 20.4934
Si 9.4008 1.639 18.2345
Si 7.9447 0.912 14.4277
Si 5.9575 4.2986 15.114
Si 7.0063 0.9177 19.7772
Si 5.5637 5.4883 12.108
Si 4.6621 2.7028 19.7592
Si 4.0316 0.6196 10.3519
Si 6.0427 0.2809 16.7769
Si 8.7257 7.6644 17.595
O 0.1174 1.7653 18.4313
O 6.0154 9.6805 16.2783
O 1.4797 5.5381 10.3584
O 6.9487 4.9108 11.387
O 3.3974 1.6765 19.8571
O 7.1141 7.2339 17.6841
O 6.9552 1.0639 13.149
O 5.7001 7.13 11.9439
O 5.4172 1.0418 11.1176
O 10.2659 10.67 20.3292
O 8.9851 8.7212 16.374
O 1.8747 3.4614 11.9144
O 0.5896 1.8605 15.8183
O 8.9029 2.7154 17.1017
O 8.8468 3.1211 11.4439
O 4.944 3.0686 18.1848
O 2.3612 11.0386 14.7466
O 7.074 1.0669 15.7982
O 9.5599 5.2528 10.2565
O 2.5886 2.6233 17.1822
O 1.4522 6.1053 16.6646
O 2.1634 7.7435 18.6293
O 5.9915 2.0313 20.4072
O 9.1723 8.5339 18.9356
O 3.6223 6.4895 21.0432
O 0.7998 1.3578 13.2
O 2.1531 6.0501 12.8064
O 8.422 1.7501 19.5634
O 1.8244 8.4999 13.7962
O 2.6579 1.0862 11.1457
O 9.2407 10.9851 17.8707
O 6.9722 10.541 20.7824
O 9.1776 2.0046 14.5445
O 10.9989 7.4776 11.9822
O 6.731 8.577 13.8856
O 6.4704 0.3662 18.3353
O 0.3833 4.0388 17.5933
O 9.1808 5.58 12.7765
O 8.5401 10.3523 14.2697
O 8.2547 0.6822 10.8891
O 2.4518 8.1801 11.1967
O 4.2351 9.3511 14.3007
O 6.5447 9.7255 11.5545
O 5.6077 8.243 21.6528
O 9.7431 7.9246 14.148
O 8.3247 7.8602 11.8803
O 2.5183 5.1742 18.9568
O 1.774 0.0334 21.1275
O 1.7192 4.5281 21.2555
O 10.9636 1.6838 10.8117
O 10.0174 4.5845 15.5094
O 4.2973 4.0312 20.6039
O 5.5659 5.0218 13.6934
O 0.5002 9.6599 18.0728
O 4.2633 6.527 17.6937
O 3.9683 9.9494 10.0928
O 2.5249 9.015 16.3914
O 2.9557 10.2723 18.7702
O 7.4768 3.7321 14.9445
O 5.3146 7.3223 15.5836
O 10.9005 10.2826 15.0454
O 4.3192 10.4172 21.0351
O 4.5556 0.9313 16.6349
O 4.7087 3.2901 15.5057
O 9.7616 6.3744 17.4231
O 0.2523 2.2247 21.4782
O 6.1774 5.1374 16.491
O 4.1152 4.9907 11.4308

Results
free energy: -138880.226 eV
free energy less fixed offsets of As -4857.07, H -17.10, O -569.03, Si -635.61 eV per atom: 3.304 eV

Forces (eV/angstrom), in the order of the atoms: element, x, y, z
Si 0.0297 -0.0162 -0.0407
Si -0.0277 0.0026 -0.0334
Si 0.0084 -0.0225 -0.0365
Si -0.0117 0.0376 -0.0138
Si -0.022 -0.0057 -0.0396
Si 0.0155 -0.0068 -0.0425
Si 0.0076 0.0302 -0.0304
Si 0.0211 -0.0314 -0.0177
Si -0.0069 -0.0114 0.0071
Si 0.0059 0.019 0.0192
Si 0.0064 0.0052 -0.0029
Si -0.0133 -0.014 -0.0032
Si -0.012 0.0028 0.0052
Si 0.0151 0.0121 0.0042
Si 0.0204 0.0164 -0.0127
Si -0.013 0.0032 0.0246
Si 0.0008 0.0066 0.002
Si 0.0041 -0.0055 -0.018
Si 0.0071 -0.0146 -0.0097
Si -0.0036 0.0101 -0.003
Si -0.0049 0.0033 0.0099
Si -0.0009 0.0012 0.0001
Si 0.0012 -0.0043 -0.0062
Si 0.0063 0.0034 -0.0077
Si -0.0009 -0.0024 -0.0244
Si -0.0141 0.0038 0.0011
Si -0.0012 0.0112 -0.0128
Si -0.0145 -0.006 -0.0243
Si -0.0166 -0.0074 -0.0124
Si 0.0023 0.0104 -0.0201
Si -0.0123 -0.001 -0.0189
Si -0.0088 0.0056 -0.0019
Si -0.0013 0.0022 0.0007
Si 0.0149 -0.0115 -0.0039
Si 0.0007 0.0038 0.0045
Si 0.0166 -0.0149 -0.0063
Si 0.0154 -0.0147 0.0027
Si -0.0017 0.007 0.0003
Si 0.0131 -0.0105 0.0032
Si -0.0015 0.0027 -0.0005
Si -0.0325 -0.0945 -0.0347
Si 0.0594 -0.1496 0.0143
Si -0.1041 -0.0205 0.144
Si 0.134 -0.1143 -0.1066
Si 0.0886 -0.177 -0.0139
Si 0.0201 0.0092 -0.0283
Si 0.1128 -0.1005 -0.1119
Si -0.0005 -0.0091 0.1364
Si 0.0831 0.1059 0.0023
Si -0.1473 0.0828 0.0277
Si -0.1061 0.2057 -0.0223
Si -0.0175 -0.0057 -0.0603
Si -0.0584 0.129 0.1198
Si -0.0177 0.0203 0.0768
Si 0.0338 -0.0854 -0.1073
Si -0.036 0.1884 0.0265
Si 0.0029 -0.0065 0.0035
Si -0.0213 0.0136 0.0012
Si -0.0102 0.0129 -0.0004
Si -0.0015 0.0014 -0.0112
Si -0.0109 0.01 -0.0069
Si 0.0041 -0.0067 0.0024
Si 0.0044 -0.0079 -0.001
Si -0.0143 0.0131 0.0034
Si 0.0039 0.0034 0.0369
Si 0.012 -0.0078 -0.0076
Si 0.0089 0.0097 0.0201
Si 0.0173 -0.0007 0.0073
Si 0.0165 0.0004 0.0086
Si 0.0001 -0.0033 0.0194
Si -0.0062 -0.0079 0.0102
Si -0.001 0.001 0.0193
Si -0.0101 -0.0138 -0.012
Si 0.0035 -0.0029 0.0115
Si -0.0129 -0.0086 -0.0049
Si -0.0248 0.0123 -0.0031
Si 0.0166 -0.009 -0.0026
Si 0.0059 0.013 -0.009
Si -0.0034 0.006 0.0112
Si 0.0056 -0.0026 -0.0001
Si -0.0213 0.0088 -0.0097
Si 0.0163 -0.0158 -0.0348
Si -0.0298 -0.0192 0.0086
Si 0.0144 0.0096 0.0224
Si 0.008 -0.0038 -0.0227
Si -0.0214 0.0105 0.0155
Si 0.0136 0.0038 0.0071
Si 0.0014 0.0275 -0.0041
Si -0.0112 0.0121 0.0406
Si 0.036 0.0037 0.0549
Si -0.0048 -0.0282 0.0582
As -0.0201 -0.0016 -0.0253
Si 0.015 -0.0059 0.0692
Si 0.0115 0.0197 0.0276
Si -0.0264 -0.011 0.0435
Si 0.0207 -0.0372 0.0212
O -0.0062 -0.0047 -0.0136
O 0.0058 -0.0051 -0.0229
O -0.014 0.0228 0.0187
O -0.0099 0.0017 0.0134
O -0.0019 -0.0048 -0.0165
O -0.005 0.0013 -0.0251
O 0.0005 0.0058 -0.0018
O 0.0016 0.0097 0.0118
H 0.0045 -0.0012 -0.0046
O -0.015 -0.017 -0.0005
O 0.0107 0.0068 -0.0114
O -0.0165 -0.0098 0.0005
O 0.0219 0.0237 0.0038
O 0.0174 -0.0223 -0.0187
O -0.0051 -0.0018 -0.0231
H 0.0041 -0.0021 0.0054
H -0.0069 0.0015 0.0055
O -0.008 0.003 0.0046
O -0.0116 0.0008 0.001
O 0.0191 -0.0006 0.0016
O 0.0225 0.0152 0.0014
O -0.0003 -0.0134 -0.0016
O -0.0211 0.0046 -0.0097
Si 0.0016 -0.001 -0.0005
Si -0.0046 -0.003 -0.0013
Si 0.0016 -0.0002 -0.0022
Si -0.007 -0.0036 0.0004
Si -0.0025 0.0014 0.0073
Si 0.0011 -0.0021 -0.0025
Si 0.0036 -0.0016 -0.0039
Si 0.0039 0.0001 0.0042
Si -0.0008 0.003 -0.0037
Si -0.0059 -0.0012 0.001
Si -0.002 -0.0079 -0.0055
Si -0.0029 -0.006 0.0029
Si 0.0035 0.0004 0.0024
Si -0.0046 -0.0042 0.0002
Si 0.0077 0.0019 0
Si -0.0014 0.0031 -0.0176
Si -0.0012 0.0005 -0.001
Si -0.0003 -0.0015 0.0012
Si 0.0016 -0.0043 0.0044
Si -0.0016 0.0053 0.0043
Si -0.0022 0.0029 0.0014
Si -0.0007 0.0033 0.0006
Si -0.0008 0.0026 -0.0066
Si 0.0017 0.0078 0.0021
Si -0.0042 0.0034 0.0031
Si 0.0004 -0.0048 -0.0002
Si -0.0023 0.0005 0
Si -0.0045 -0.0009 0.0021
Si -0.0046 0.0012 0.0014
Si -0.0017 0.0025 -0.0031
Si -0.0022 0.001 -0.0043
Si 0.0022 0.0027 0.0032
Si -0.0056 -0.0029 0.0079
Si 0 0.0074 0.0022
Si -0.0005 -0.0008 -0.0072
Si -0.0022 -0.0005 0.0011
Si 0.0043 0.0099 0.0044
O -0.009 -0.0038 -0.0177
O -0.0052 0.016 -0.0149
O 0.0034 -0.021 0.0163
O -0.0031 0.0082 0.0123
O 0.0217 -0.0072 0.0086
O 0.0056 -0.0116 -0.0058
O 0.0135 -0.0033 -0.0018
O 0.0228 -0.0063 0.0071
O -0.0142 -0.0103 -0.0017
O 0.0065 -0.0092 -0.0042
O -0.0037 -0.0043 0.0178
O 0.0043 -0.0012 -0.0073
O -0.0028 -0.0163 -0.0052
O 0.0128 -0.0052 -0.0101
O -0.0008 -0.0099 -0.0061
O -0.016 -0.0287 0.0093
O -0.0086 -0.0137 0.009
O -0.0054 -0.0187 -0.0039
O 0.0049 -0.0036 0.0153
O 0.0111 0.0076 -0.0054
O 0.006 0.017 0.0311
O 0.0064 -0.0028 -0.0211
O -0.0108 -0.0199 -0.028
O 0.0138 0.0104 -0.0305
O 0.0072 -0.0104 0.0089
O 0.0113 0.0103 -0.0025
O -0.0078 0.02 -0.0247
O -0.0187 0.0019 -0.0182
O 0.0095 -0.0074 -0.0112
O 0.005 0.0118 -0.0086
O 0.0089 -0.0174 0.0146
O -0.0256 0.0099 0.0005
O -0.0096 -0.0247 0.0217
O 0.0039 -0.0009 0.0125
O -0.0117 0.0032 -0.0167
O -0.0001 0.0176 0.0012
O 0.0103 -0.0055 -0.0022
O -0.0064 0.0132 -0.0195
O -0.0016 0.003 0.0164
O -0.0087 0.0137 0.0076
O -0.0063 -0.0014 0.0016
O 0.0098 -0.0152 0.0167
O 0.0087 -0.0044 0.0123
O -0.0219 0.008 0.018
O -0.0086 0.0097 -0.0163
O -0.0005 -0.0093 0.026
O 0.0108 0.0152 0.0022
O -0.0044 0.0078 -0.0179
O 0.0127 -0.011 0.0057
O 0.0051 -0.0102 0
O -0.0162 -0.0054 0.0137
O -0.0183 -0.0057 -0.024
O 0.0067 -0.0062 -0.0227
O -0.0015 -0.0004 0.0097
O 0.0024 -0.0011 -0.0087
O -0.0186 0.0087 -0.008
O -0.0064 0.0111 -0.0039
O -0.013 -0.0052 0.0119
O 0.008 0.0101 0.0004
O 0.0033 0.0197 -0.0015
O -0.0009 0.009 0.0099
O 0.011 0.013 -0.0075
O 0.0229 0.0184 0.0096
O 0.0025 -0.0052 0.0158
O 0.0002 0.0211 -0.0165
O 0.0233 -0.006 0.0159
O -0.0086 0.0195 0.0144
O 0.0033 0.0071 0.0146

The program warned: the cutoff lies below the one the program advises for these potential files; the exchange-correlation potential is rough where the density is thin.
